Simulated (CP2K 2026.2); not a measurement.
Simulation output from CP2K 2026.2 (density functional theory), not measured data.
Periodic cell of 504 atoms, Si360O144, from a study of silicon, its oxide and their interface. The atomic structure is a simulated model.
Doubt: the forces sum to 2.31 eV/angstrom along one axis rather than to zero, so they err by at least 0.0046 eV/angstrom per atom on average; the grid cutoff is modest.

Settings: functional PBE; method Gaussian and plane waves; basis set DZVP-MOLOPT-SR-GTH; pseudopotentials GTH-PBE; grid cutoff 350 Ry, relative cutoff 50 Ry; k points Gamma only; occupations fixed; spin none; net charge 0.

Cell vectors (angstrom)
a 16.32 0 0
b 0 16.32 0
c 5.5281 7.4887 33.8509

Atoms and the computed forces on them: element, x, y, z (angstrom), force x, y, z (eV/angstrom)
Si 1.229 15.307 0.14 0.025 -0.298 0.732
Si 4.025 1.373 0.408 0.041 0.002 0.517
Si 1.779 3.5 0.051 0.027 0.196 0.663
Si 9.411 14.521 33.84 0.2 -0.286 0.737
Si 7.133 16.757 33.806 -0.253 0.216 0.742
Si 4.361 12.018 0.158 -0.127 0.041 0.819
Si 11.741 22.982 33.795 0.227 -0.184 0.779
Si 9.221 1.595 0.12 0.153 -0.159 0.753
Si 7.004 3.764 0.239 -0.008 0.147 0.751
Si 9.856 6.479 0.167 -0.118 -0.007 0.757
Si 11.998 17.169 33.85 0.321 -0.053 0.757
Si 9.63 12.551 0.035 -0.199 -0.288 0.683
Si 12.335 14.777 0.112 -0.074 0.367 0.66
Si 15.351 1.136 0.203 -0.174 -0.024 0.721
Si 17.616 11.782 33.8 0.133 -0.288 0.716
Si 20.084 14.522 33.796 0.314 -0.121 0.777
Si 12.286 9.227 0.012 -0.118 0.354 0.726
Si 20.145 20.108 33.832 0.235 -0.271 0.819
Si 2.671 16.316 1.661 -0.003 -0.012 -0.054
Si 5.46 2.721 1.62 -0.001 -0.005 -0.043
Si 2.767 5.336 1.222 -0.028 0.035 -0.035
Si 5.411 8.146 1.402 -0.029 -0.004 -0.056
Si 2.7 10.854 1.328 -0.008 -0.033 -0.063
Si 5.45 13.695 1.354 0.037 -0.004 0.003
Si 7.982 16.365 1.342 0.009 -0.057 -0.077
Si 10.905 2.73 1.304 0.03 -0.008 -0.045
Si 8.197 5.392 1.422 0.006 -0.022 -0.102
Si 10.902 8.081 1.487 0.025 0.017 -0.022
Si 8.217 10.91 1.135 -0.009 0.054 -0.065
Si 10.877 13.699 1.57 0.029 0.026 -0.035
Si 13.619 16.333 1.332 -0.025 0.006 -0.029
Si 16.496 2.631 1.535 -0.028 0.035 -0.057
Si 13.596 5.421 1.349 0.011 0.005 -0.071
Si 16.267 8.135 1.195 -0.028 -0.033 -0.033
Si 13.51 10.907 1.197 -0.017 -0.026 -0.035
Si 16.305 13.645 1.297 0.004 0.005 -0.071
Si 1.386 1.35 3.016 0.002 -0.012 0.065
Si 4.082 4.161 2.8 -0.027 0.012 0.024
Si 1.323 6.724 2.568 0.021 0.01 -0.006
Si 4.042 9.51 2.743 0.018 0.024 0.023
Si 1.329 12.239 2.651 -0.002 0.016 -0.001
Si 4.073 14.889 2.837 -0.004 -0.027 0.037
Si 6.792 1.325 2.899 0.033 -0.007 0.05
Si 9.569 4.042 2.771 -0.019 -0.011 0.041
Si 6.817 6.8 2.717 0.004 -0.026 -0.005
Si 9.479 9.543 2.647 -0.005 0.045 -0.014
Si 6.892 12.288 2.621 -0.022 -0.05 0.002
Si 9.413 15.056 2.743 -0.03 0.065 0.022
Si 12.259 1.38 2.675 -0.024 0 0.01
Si 15.011 4.07 2.68 -0.002 -0.02 -0.003
Si 12.29 6.748 2.809 -0.002 -0.02 0.035
Si 14.936 9.551 2.58 -0.013 -0.005 0.006
Si 12.238 12.201 2.737 0.02 -0.005 0.025
Si 14.951 14.964 2.733 0.046 0 0.016
Si 16.272 16.276 4.195 -0.018 -0.008 -0.007
Si 2.772 2.777 4.21 0.011 0.004 -0.009
Si 16.33 5.444 4.052 0.039 0.02 -0.001
Si 2.663 8.105 4.016 -0.01 -0.02 -0.03
Si 16.289 10.874 4.006 -0.011 -0.024 -0.009
Si 2.677 13.533 4.112 -0.02 0.016 -0.006
Si 5.415 16.273 4.194 0.021 0.01 -0.03
Si 8.2 2.709 4.16 -0.006 0.023 -0.012
Si 5.462 5.487 4.129 0.005 -0.018 -0.002
Si 8.155 8.19 4.054 0.008 -0.004 0.006
Si 5.466 10.919 4.005 -0.005 0.025 -0.041
Si 8.164 13.607 4.099 -0.009 -0.035 -0.018
Si 10.861 16.376 4.059 -0.01 -0.008 -0.008
Si 13.617 2.726 4.051 0.001 0.005 -0.012
Si 10.896 5.416 4.14 -0.017 0.002 -0.015
Si 13.645 8.19 4.052 0.014 0.008 -0.021
Si 10.854 10.854 4.06 0.012 -0.015 0.012
Si 13.606 13.576 4.08 -0.009 0.021 -0.012
Si 17.668 14.945 16.349 -0.019 0.016 0.019
Si 4.072 17.693 16.31 0.006 -0.018 -0.001
Si 17.688 4.072 16.301 -0.001 -0.01 0.007
Si 4.084 6.807 16.323 0.012 -0.001 -0.002
Si 17.673 9.512 16.361 0.009 -0.012 -0.002
Si 4.072 12.218 16.344 0.013 -0.012 0.003
Si 6.77 14.954 16.268 -0.008 0.002 -0.003
Si 9.512 17.679 16.242 0.01 -0.015 -0.018
Si 6.781 4.099 16.305 0.002 -0.01 0.01
Si 9.522 6.838 16.311 -0.009 0.017 0.004
Si 6.806 9.533 16.342 -0.008 -0.007 0
Si 9.535 12.228 16.29 -0.001 0.01 0.005
Si 12.252 14.936 16.332 0.009 0.034 -0.003
Si 14.987 17.659 16.31 -0.036 -0.016 -0.001
Si 12.258 4.124 16.254 0.02 -0.006 -0.008
Si 14.975 6.825 16.321 -0.008 0.004 -0.007
Si 12.239 9.513 16.339 0.013 -0.009 0.002
Si 14.953 12.216 16.358 -0.012 0.013 0.004
Si 19.026 16.346 17.669 0.021 0.025 0.026
Si 5.426 19.058 17.68 -0.004 0.014 0.009
Si 19.067 5.406 17.659 -0.006 -0.006 -0.004
Si 5.42 8.186 17.692 0.011 0 0.045
Si 19.011 10.885 17.73 -0.011 0.009 -0.01
Si 5.475 13.568 17.661 0.003 0.016 0.026
Si 8.118 16.342 17.584 0.01 0.008 0.006
Si 10.886 19.064 17.534 -0.036 -0.003 0.011
Si 8.133 5.493 17.633 0.009 -0.01 0.016
Si 10.873 8.174 17.717 -0.012 0.012 0.009
Si 8.221 10.87 17.681 -0.014 0.005 0.01
Si 10.863 13.577 17.674 0.027 -0.008 0.007
Si 13.656 16.275 17.672 0.02 -0.022 0.035
Si 16.321 19.049 17.664 0.012 -0.029 0.009
Si 13.604 5.47 17.65 0.004 -0.026 0.004
Si 16.327 8.145 17.734 -0.015 0.02 0.032
Si 13.586 10.855 17.723 -0.001 -0.024 0.038
Si 16.322 13.56 17.724 0.018 -0.02 0.026
Si 17.691 17.739 19.053 0.039 -0.02 -0.03
Si 4.09 20.415 19.081 0.007 0.003 0.01
Si 17.708 6.715 19.031 -0.026 0.001 -0.03
Si 4.057 9.541 19.074 0.023 -0.01 -0.03
Si 17.653 12.209 19.148 -0.011 -0.01 0.038
Si 4.072 14.93 18.956 -0.023 -0.004 -0.057
Si 6.813 17.697 18.99 0.012 0.006 -0.016
Si 9.523 20.409 18.883 -0.001 -0.003 -0.049
Si 6.79 6.841 19.044 0.019 -0.021 -0.05
Si 9.526 9.524 19.122 -0.013 -0.002 -0.006
Si 6.914 12.259 19.031 0.015 0.039 -0.03
Si 9.456 14.991 18.926 0.003 -0.021 -0.028
Si 12.273 17.747 18.864 0.014 0.025 -0.021
Si 14.96 20.43 18.999 -0.011 0 -0.034
Si 12.245 6.795 19.036 -0.003 0.005 0.011
Si 14.962 9.513 19.113 0.019 0.006 -0.041
Si 12.158 12.174 19.071 -0.003 -0.024 -0.017
Si 14.971 14.88 19.106 -0.043 0.043 -0.01
Si 16.375 16.323 20.389 -0.059 0.023 0.02
Si 19.05 19.097 20.477 -0.069 -0.039 0.086
Si 16.329 5.378 20.414 0.035 0.043 0.09
Si 19.019 8.092 20.392 0.055 0.015 0.045
Si 16.287 10.865 20.581 -0.031 -0.023 0.063
Si 19.065 13.616 20.413 0.015 0.014 0.066
Si 5.458 16.283 20.265 0.029 -0.01 0.023
Si 8.172 19.11 20.286 -0.011 0.014 0.064
Si 5.443 5.475 20.425 0.003 0.016 0.071
Si 8.146 8.177 20.459 0 0.016 0.031
Si 5.522 10.915 20.344 0.012 -0.045 0.004
Si 8.235 13.681 20.432 -0.038 -0.056 0.067
Si 10.817 16.427 20.109 -0.007 0.025 0.025
Si 13.573 19.103 20.308 -0.015 -0.02 0.047
Si 10.869 5.384 20.292 -0.015 -0.031 0.048
Si 13.586 8.11 20.439 0.026 0.009 0.038
Si 10.851 10.846 20.563 0.028 0.011 0.087
Si 13.497 13.504 20.435 0.01 0.078 -0.01
Si 17.96 15.237 21.716 -0.12 -0.167 -0.743
Si 3.912 17.395 21.57 0.061 0.181 -0.761
Si 17.506 20.262 21.881 0.19 0.132 -0.767
Si 4.32 7.066 21.76 -0.22 -0.29 -0.75
Si 17.403 9.102 21.731 0.033 0.266 -0.803
Si 4.444 12.527 21.61 -0.136 0.001 -0.752
Si 6.585 14.81 21.689 0.24 0.114 -0.755
Si 9.793 17.984 21.503 -0.06 -0.048 -0.804
Si 7.084 20.669 21.654 -0.133 -0.095 -0.808
Si 9.329 6.507 21.606 0.052 0.237 -0.773
Si 6.542 9.342 21.757 0.38 0.25 -0.69
Si 9.609 12.399 21.877 -0.003 -0.076 -0.774
Si 12.318 15.286 21.425 -0.44 -0.558 -0.572
Si 14.651 17.426 21.515 0.491 0.521 -0.562
Si 11.991 20.179 21.68 0.232 0.139 -0.7
Si 15.146 6.913 21.726 -0.211 -0.185 -0.755
Si 12.464 9.624 21.835 -0.296 -0.142 -0.723
Si 14.573 11.964 21.847 0.194 0.086 -0.779
Si 16.12 18.238 31.817 0.024 -0.005 -0.011
Si 5.103 7.517 27.225 -0.115 0.059 0.003
Si 17.845 10.039 24.53 0.022 -0.029 -0.037
Si 21.067 14.339 30.957 -0.002 -0.024 0.084
Si 13.998 12.097 27.251 0.069 0.006 -0.008
Si 19.147 16.458 26.302 -0.004 0 -0.01
Si 6.247 20.26 24.6 -0.035 0.062 -0.15
Si 12.139 12.045 31.259 0.059 0.034 0.098
Si 6.039 17.097 30.87 0.122 0.025 0.112
Si 10.559 8.298 23.762 0.078 -0.068 0
Si 8.316 10.467 23.824 -0.051 0.083 0.046
Si 10.227 20.286 26.607 -0.107 -0.031 -0.098
Si 13.862 21.353 23.917 -0.081 -0.118 -0.129
Si 10.254 6.787 26.46 -0.073 -0.11 -0.105
Si 13.418 18.744 30.653 0.109 0.102 0.017
Si 19.989 12.064 24.476 -0.028 0.034 -0.063
Si 14.769 21.784 29.029 -0.11 -0.121 0.064
Si 7.732 7.77 28.092 0.093 -0.193 -0.085
Si 11.298 13.548 26.59 -0.046 -0.023 0.055
Si 5.478 19.9 31.226 0.024 0.108 0.014
Si 17.763 14.284 24.632 0.02 0.004 -0.166
Si 15.595 18.744 23.775 -0.067 0.093 0.014
Si 12.338 16.236 30.881 -0.048 0.041 0.065
Si 15.627 12.246 24.653 -0.069 0.065 0.001
Si 16.683 7.836 31.97 -0.103 -0.078 0.042
Si 8.373 16.251 23.764 0.071 0 -0.111
Si 20.169 14.227 28.038 0.019 0.081 -0.017
Si 6.101 21.848 28.997 0.029 -0.014 0.01
Si 14.406 14.319 31.231 -0.069 0.001 0.032
Si 15.907 12.531 29.506 -0.131 -0.091 -0.069
Si 18.418 11.959 28.1 -0.017 -0.063 0.055
Si 4.331 6.22 24.776 0.07 0.047 -0.191
Si 9.584 13.369 31.002 -0.018 0.273 0.109
Si 15.541 8.17 29.157 0.076 0.034 0.089
Si 8.545 20.356 29.165 0.03 0.005 -0.055
Si 8.176 21.027 31.96 -0.053 0.123 0.086
Si 12.702 21.582 26.755 0.053 0.038 -0.052
Si 19.024 9.828 31.976 -0.029 0.173 -0.016
Si 10.094 15.223 28.983 -0.006 0.042 0.034
Si 5.94 12.543 26.575 0.025 -0.032 0.034
Si 8.134 18.407 25.975 0.06 -0.045 -0.116
Si 8.659 11.971 26.44 0.059 -0.013 -0.025
Si 4.14 18.21 24.369 -0.034 0.014 -0.052
Si 17.09 18.658 26.32 -0.004 0.071 -0.082
Si 19.717 9.499 28.859 0.06 -0.097 0.055
Si 15.827 19.171 29.079 0.09 -0.072 0.071
Si 18.493 20.483 24.643 -0.052 0.024 -0.105
Si 8.125 17.501 28.84 0.001 -0.011 -0.003
Si 10.869 14.476 23.821 -0.102 0.036 -0.172
Si 13.89 10.36 29.608 0.022 0.127 -0.02
Si 6.863 12.128 31.202 -0.059 -0.003 0.086
Si 7.237 10.758 28.527 0.036 0.092 -0.072
Si 13.361 21.486 31.766 0.064 0.029 0.091
Si 17.334 9.462 27.183 0.016 -0.055 -0.003
Si 1.35 14.915 5.489 0 -0.003 0.004
Si 4.099 1.365 5.528 0.002 0.004 0.02
Si 1.346 4.116 5.483 0 0.009 0.003
Si 4.055 6.827 5.442 -0.011 0.006 -0.008
Si 1.331 9.499 5.378 -0.001 -0.002 -0.011
Si 4.088 12.206 5.432 0.014 -0.006 -0.008
Si 6.801 14.921 5.501 -0.016 0.001 -0.004
Si 9.553 1.365 5.505 -0.001 -0.006 -0.007
Si 6.814 4.092 5.468 0.007 -0.005 -0.004
Si 9.517 6.819 5.429 -0.01 -0.007 0.002
Si 6.79 9.547 5.407 0.007 0.019 -0.01
Si 9.531 12.239 5.434 -0.007 0.005 0.005
Si 12.216 14.959 5.401 0.004 0.015 -0.015
Si 14.921 1.365 5.477 -0.006 0.006 0.006
Si 12.27 4.063 5.463 0.009 -0.002 -0.005
Si 14.987 6.819 5.418 -0.009 0 0.011
Si 12.238 9.508 5.415 0.01 -0.003 -0.006
Si 14.965 12.221 5.428 0.011 -0.01 0
Si 2.705 16.307 6.833 -0.003 0.011 -0.012
Si 5.471 2.73 6.848 0.004 -0.023 -0.004
Si 2.72 5.466 6.826 -0.002 -0.003 -0.004
Si 5.428 8.191 6.782 -0.025 0.014 0.003
Si 2.712 10.839 6.764 0.013 -0.008 -0.006
Si 5.419 13.57 6.827 0.006 0.006 -0.003
Si 8.174 16.305 6.829 0.013 0.003 -0.006
Si 10.91 2.725 6.845 0.003 -0.007 0
Si 8.166 5.465 6.811 -0.005 0.003 -0.008
Si 10.887 8.158 6.792 0.003 0 0.005
Si 8.157 10.883 6.786 -0.005 0.003 -0.006
Si 10.882 13.604 6.793 0.015 -0.015 0.004
Si 13.561 16.309 6.806 -0.008 0.024 -0.018
Si 16.305 2.727 6.816 0.001 -0.004 0
Si 13.625 5.453 6.789 -0.011 0.004 -0.001
Si 16.325 8.168 6.795 0.001 -0.007 0.001
Si 13.592 10.873 6.781 -0.003 0 0.009
Si 16.31 13.559 6.826 0.01 0.005 0.004
Si 1.343 17.679 8.172 0.002 -0.008 -0.002
Si 4.08 4.09 8.173 -0.003 -0.009 -0.003
Si 1.359 6.821 8.175 0.02 0.015 0.009
Si 4.07 9.521 8.161 -0.004 -0.003 0.004
Si 1.37 12.203 8.154 -0.01 0.011 -0.002
Si 4.074 14.948 8.181 0.007 0.002 0.001
Si 6.823 17.675 8.188 -0.003 0.014 -0.001
Si 9.529 4.097 8.169 0.009 0.008 -0.002
Si 6.787 6.823 8.148 0.016 -0.015 -0.008
Si 9.521 9.523 8.143 0.004 0.002 0
Si 6.798 12.224 8.17 -0.012 -0.005 0.013
Si 9.529 14.947 8.179 -0.01 0.009 0.001
Si 12.241 17.669 8.197 -0.012 -0.011 0.01
Si 14.959 4.092 8.174 0.003 0.001 -0.005
Si 12.249 6.798 8.151 0.001 -0.004 -0.002
Si 14.954 9.52 8.15 -0.002 -0.012 0.001
Si 12.245 12.241 8.148 0.003 0.011 -0.001
Si 14.945 14.95 8.153 -0.003 -0.008 -0.006
Si 16.305 16.309 9.52 -0.005 0.014 -0.003
Si 2.716 2.721 9.52 0.007 -0.003 -0.002
Si 16.323 5.45 9.527 -0.006 -0.006 -0.002
Si 2.72 8.17 9.534 0.008 -0.006 0.01
Si 16.321 10.866 9.519 0.011 -0.004 0
Si 2.712 13.578 9.523 0.001 -0.002 -0.002
Si 5.443 16.313 9.528 0 0.007 0
Si 8.176 2.729 9.533 0.006 -0.016 -0.003
Si 5.44 5.457 9.519 -0.01 0.009 -0.003
Si 8.158 8.17 9.509 -0.007 0.006 -0.001
Si 5.431 10.875 9.527 -0.005 0.001 -0.002
Si 8.157 13.59 9.527 0.008 0.006 -0.003
Si 10.878 16.311 9.544 0.005 0.003 0.007
Si 13.606 2.722 9.534 -0.001 -0.007 0.001
Si 10.892 5.448 9.525 -0.005 -0.001 0
Si 13.602 8.16 9.514 -0.004 -0.001 0.006
Si 10.88 10.883 9.504 -0.003 0.001 0
Si 13.6 13.593 9.522 -0.006 0.004 0.001
Si 17.667 14.943 10.875 0 0.001 -0.004
Si 4.075 17.677 10.875 0 -0.004 -0.003
Si 17.682 4.084 10.881 0.002 -0.001 0.002
Si 4.081 6.807 10.885 -0.002 -0.001 0.006
Si 17.678 9.523 10.895 -0.004 -0.005 0.003
Si 4.073 12.233 10.892 0.01 0.01 0.001
Si 6.8 14.953 10.888 -0.001 0.003 0.001
Si 9.524 17.683 10.895 0.003 0.002 0.008
Si 6.801 4.092 10.874 0.005 -0.003 -0.006
Si 9.522 6.813 10.869 0.004 -0.007 -0.004
Si 6.797 9.518 10.88 -0.008 -0.003 0.006
Si 9.522 12.232 10.878 -0.001 0.004 -0.005
Si 12.245 14.95 10.889 -0.006 0.005 0.001
Si 14.964 17.676 10.888 -0.003 0.001 0.003
Si 12.244 4.082 10.889 -0.005 -0.006 0.002
Si 14.96 6.806 10.884 0.004 -0.001 0
Si 12.242 9.527 10.866 -0.005 0.001 -0.005
Si 14.967 12.234 10.876 0.005 0.005 -0.002
Si 2.713 16.307 12.225 0.001 0.001 -0.012
Si 5.433 2.729 12.224 -0.004 -0.006 -0.002
Si 2.716 5.449 12.239 0.01 -0.005 -0.001
Si 5.438 8.165 12.246 -0.002 -0.01 -0.003
Si 2.715 10.88 12.261 0 0.003 0.002
Si 5.433 13.596 12.246 -0.003 0.002 0.003
Si 8.159 16.318 12.244 -0.002 0.011 -0.002
Si 10.885 2.724 12.251 0.002 -0.013 0.008
Si 8.16 5.456 12.229 0.003 0.002 0.003
Si 10.88 8.175 12.226 0.002 0.005 -0.002
Si 8.156 10.881 12.237 0.005 0 0.001
Si 10.886 13.584 12.239 -0.004 0.005 0.004
Si 13.606 16.312 12.246 -0.005 0 0
Si 16.328 2.718 12.239 0.002 -0.007 0.004
Si 13.606 5.443 12.244 -0.007 -0.004 -0.001
Si 16.317 8.162 12.25 -0.001 -0.004 0.007
Si 13.607 10.876 12.233 0.004 0.003 -0.004
Si 16.32 13.585 12.251 -0.004 0.009 0.001
Si 17.683 17.665 13.59 0.023 -0.01 -0.004
Si 4.076 4.088 13.588 -0.006 -0.001 -0.002
Si 17.682 6.808 13.606 -0.009 -0.003 -0.002
Si 4.077 9.516 13.614 0.013 -0.008 0.005
Si 17.675 12.234 13.63 0.002 0.002 0.009
Si 4.061 14.953 13.597 -0.005 0.018 -0.007
Si 6.786 17.686 13.582 0.004 -0.003 -0.003
Si 9.517 4.1 13.59 -0.005 -0.002 0.007
Si 6.804 6.811 13.598 0.002 -0.004 0.006
Si 9.522 9.528 13.593 -0.005 0 -0.003
Si 6.79 12.232 13.601 -0.003 0.016 0.001
Si 9.526 14.947 13.589 0.012 -0.002 -0.002
Si 12.249 17.675 13.601 0.004 -0.004 0.005
Si 14.974 4.081 13.598 -0.001 -0.002 0.005
Si 12.246 6.823 13.583 -0.007 -0.003 -0.013
Si 14.96 9.524 13.608 -0.004 0.001 -0.01
Si 12.255 12.232 13.598 0.001 -0.011 -0.004
Si 14.96 14.945 13.608 -0.007 0.01 0.003
Si 16.334 16.299 14.954 -0.001 0.013 -0.01
Si 2.72 19.037 14.937 0 -0.008 0
Si 16.326 5.449 14.963 0.009 0 0
Si 2.712 8.166 14.98 0.003 -0.003 -0.006
Si 16.314 10.867 14.99 -0.015 -0.01 -0.004
Si 2.72 13.596 14.987 0.015 0.017 0.005
Si 5.416 16.33 14.934 -0.008 0 -0.005
Si 8.139 19.059 14.93 -0.001 -0.004 0.006
Si 5.431 5.453 14.944 0.004 0.001 0.002
Si 8.155 8.184 14.956 0.011 -0.003 0.005
Si 5.436 10.874 14.974 -0.006 -0.002 -0.004
Si 8.16 13.591 14.944 -0.004 -0.004 0.002
Si 10.895 16.295 14.946 -0.007 -0.007 0.001
Si 13.621 19.034 14.952 0.001 -0.009 0.009
Si 10.876 5.481 14.933 0.006 0.002 0
Si 13.599 8.168 14.964 -0.002 0.005 -0.006
Si 10.899 10.869 14.95 0.003 0.008 -0.001
Si 13.61 13.578 14.974 -0.008 0.01 0.001
O 6.668 7.759 26.861 0.198 0.037 -0.683
O 9.388 20.294 32.689 0.361 0.193 -0.514
O 5.629 7.534 33.441 -0.059 0.144 -0.599
O 6.417 11.433 32.592 -0.419 0.173 -0.168
O 11.975 8.872 23.217 0.195 -0.115 0.281
O 14.525 11.818 25.752 -0.291 -0.366 -0.265
O 18.214 9.383 23.116 0.634 -0.321 0.009
O 5.494 13.677 22.142 -0.071 -0.183 0.601
O 5.126 19.223 25.112 -0.067 0.13 0.76
O 11.683 14.207 25.175 0.483 0.233 -0.025
O 7.52 19.815 25.461 0.313 0.518 0.288
O 12.229 22.497 32.302 -0.118 0.257 -0.454
O 18.37 11.258 32.42 0.309 0.196 -0.539
O 10.577 7.799 33.475 -0.085 0.06 -0.392
O 20.39 13.849 32.338 0.12 -0.298 -0.278
O 16.957 17.043 32.492 -0.144 -0.245 -0.253
O 13.665 21.263 27.991 -0.046 -0.585 0.249
O 19.852 15.738 27.566 0.233 0.215 0.423
O 18.039 15.527 25.604 -0.402 0.084 0.231
O 8.207 5.441 22.133 -0.021 -0.071 0.484
O 16.464 12.882 33.402 -0.054 0.095 -0.329
O 4.712 17.86 22.91 0.472 0.017 0.112
O 6.668 17.305 32.346 -0.085 0.26 -0.129
O 10.002 14.137 32.368 0.387 0.042 -0.16
O 12.637 10.697 30.547 -0.282 -0.672 0.122
O 17.451 20.174 25.849 -0.097 0.437 0.201
O 9.77 20.523 28.15 0.391 0.045 0.464
O 14.192 22.103 30.52 0.028 0.418 0.1
O 19.728 11.07 28.451 0.455 0.21 -0.127
O 9.437 16.619 28.568 0.198 0.13 -0.118
O 12.751 20.092 31.221 -0.602 -0.263 0.118
O 16.02 20.77 29.151 0.592 0.309 0.089
O 9.435 15.112 24.202 -0.226 -0.038 0.443
O 18.986 15.676 33.422 -0.052 -0.031 -0.296
O 15.32 6.805 28.371 0.329 -0.086 -0.731
O 7.116 15.533 23.053 -0.295 0.159 0.316
O 15.722 13.804 30.472 0.451 0.213 0.005
O 17.05 22.714 32.605 -0.181 -0.376 -0.456
O 12.212 17.746 30.349 -0.628 0.293 -0.23
O 5.046 12.248 25.276 0.326 -0.217 -0.094
O 5.438 18.522 30.38 -0.162 0.118 -0.531
O 10.507 7.905 25.32 0.107 0.139 0.052
O 10.669 14.589 27.633 -0.061 0.299 -0.154
O 14.576 6.216 23.084 -0.112 0.192 0.558
O 16.519 13.457 25.235 -0.066 0.367 0.387
O 10.942 18.369 33.477 -0.069 0.079 -0.258
O 16.296 19.494 32.825 0.709 0.353 0.08
O 17.473 11.085 27.12 -0.308 0.322 -0.419
O 11.708 11.782 32.789 -0.397 -0.013 -0.033
O 14.596 17.669 23.137 -0.472 -0.246 0.352
O 19.164 10.811 25.063 0.063 -0.233 0.298
O 12.59 20.82 23.061 -0.122 0.15 0.211
O 6.901 20.04 31.976 0.121 -0.371 0.414
O 13.591 16.244 21.352 0.228 -0.094 -0.266
O 16.231 8.048 22.178 -0.192 0.084 0.274
O 16.291 18.044 25.051 -0.001 -0.641 0.013
O 15.989 9.184 27.989 -0.533 0.158 0.045
O 12.646 12.966 27.216 -0.005 0.206 0.296
O 4.986 22.368 27.94 -0.507 -0.422 -0.213
O 5.329 21.22 30.282 -0.443 0.401 0.185
O 20.665 19.717 32.345 -0.239 -0.04 -0.524
O 9.187 7.317 27.559 0.108 -0.066 0.465
O 20.286 16.864 25.23 0.222 -0.209 -0.205
O 5.407 8.232 22.043 -0.13 0.03 0.271
O 14.486 18.094 31.721 -0.311 -0.485 0.466
O 13.447 5.616 25.363 0.047 0.449 0.158
O 8.56 11.558 28.01 0.621 -0.021 0.421
O 11.809 15.448 22.964 0.278 0.408 0.175
O 9.098 17.263 22.762 -0.297 0.25 0.235
O 6.515 20.019 23.027 -0.258 -0.285 0.028
O 6.153 13.546 30.905 0.247 0.257 -0.432
O 19.107 16.335 22.113 -0.078 0.112 0.214
O 8.44 12.329 31.391 0.202 -0.609 0.287
O 17.922 21.1 23.244 -0.126 0.692 0.19
O 8.479 9.878 33.474 -0.029 -0.005 -0.319
O 13.551 10.756 22.285 0.145 0.042 0.25
O 19.068 19.025 24.197 -0.104 -0.071 -0.122
O 6.114 11.142 27.405 -0.586 -0.222 0.039
O 12.209 16.279 32.492 -0.214 -0.282 0.09
O 20.352 9.551 32.829 0.099 0.432 -0.158
O 15.206 11.193 30.111 0.244 -0.364 0.643
O 14.877 20.124 24.185 0.18 0.15 0.467
O 13.774 15.599 30.488 0.371 0.1 -0.574
O 7.446 13.031 26.166 -0.068 0.461 -0.364
O 9.507 9.466 23.447 0.185 -0.082 -0.381
O 13.605 10.752 28.06 -0.362 -0.45 -0.228
O 10.161 12.464 26.2 0.05 -0.365 -0.139
O 20.177 14.043 29.642 -0.453 -0.273 0.01
O 15.305 8.383 32.604 -0.327 0.018 -0.509
O 16.593 11.017 24.266 -0.111 -0.216 -0.199
O 14.244 18.924 29.291 -0.459 -0.165 -0.52
O 3.94 11.727 22.929 -0.294 -0.699 0.064
O 16.171 18.633 27.626 -0.335 -0.388 0.003
O 6.607 11.165 29.947 -0.548 -0.421 0.113
O 4.312 7.47 25.815 -0.428 0.668 -0.169
O 9.696 18.85 26.091 0.439 -0.254 -0.433
O 8.693 21.312 30.459 0.485 0.421 -0.051
O 14.175 8.785 29.747 -0.38 -0.283 0.251
O 9.763 21.667 25.842 -0.493 0.081 -0.608
O 7.886 17.141 25.014 -0.278 -0.143 0.176
O 15.166 12.854 28.093 0.088 0.388 -0.233
O 6.94 9.829 23.274 -0.248 -0.204 0.446
O 10.151 6.99 22.922 0.085 -0.268 0.329
O 11.835 20.23 26.524 0.153 -0.582 -0.169
O 11.237 15.397 30.101 -0.055 -0.146 0.212
O 8.512 18.825 29.68 0.07 -0.202 0.783
O 7.123 20.71 28.441 -0.264 -0.153 -0.542
O 10.676 13.187 22.842 0.582 -0.021 0.076
O 8.25 15.616 33.487 0.034 -0.04 -0.173
O 18.396 17.813 26.749 0.165 0.242 0.258
O 8.36 10.739 25.411 -0.048 -0.489 0.176
O 5.264 13.718 27.451 0.19 0.335 0
O 13.31 13.142 31.237 0.119 -0.176 -0.121
O 14.757 14.748 32.738 0.071 0.351 0.035
O 10.861 12.564 30.448 -0.099 -0.152 -0.483
O 16.582 7.887 30.364 0.535 0.046 -0.148
O 11.696 6.481 27.153 0.145 0.469 0.521
O 7.073 6.825 29.251 0.164 0.105 0.775
O 17.401 8.952 25.656 -0.155 -0.473 -0.17
O 13.663 10.217 33.502 -0.172 0.072 -0.29
O 9.038 14.281 29.773 -0.663 -0.119 -0.051
O 16.647 18.483 30.301 0.683 -0.066 -0.17
O 14.267 21.14 33.062 -0.179 0.45 0.26
O 3.914 6.604 23.269 -0.578 -0.201 0.196
O 14.946 12.698 23.256 -0.229 0.695 0.289
O 18.99 21.2 33.487 -0.061 -0.173 -0.102
O 5.78 21.793 24.824 0.326 0.414 0.005
O 8.524 11.808 22.947 -0.599 0.071 -0.046
O 16.588 19.047 22.507 0.088 -0.445 -0.158
O 19.55 21.486 25.283 -0.18 0.067 0.756
O 7.703 22.373 32.72 0.408 0.304 -0.224
O 17.904 8.77 32.422 -0.068 0.059 0.297
O 7.092 16.643 29.729 -0.078 -0.574 -0.144
O 7.536 17.965 27.409 -0.504 0.028 0.136
O 7.751 9.252 28.677 0.136 -0.11 0.577
O 10.897 19.036 22.112 0.101 -0.084 0.29
O 18.492 8.793 28.079 0 -0.699 0.109
O 4.67 8.664 28.312 0.312 0.07 0.26
O 18.966 13.312 27.436 -0.343 0.01 -0.52
O 17.344 14.728 23.132 -0.318 -0.152 -0.023
O 19.119 13.416 24.539 0.49 0.258 0.095
O 17.497 12.298 29.38 0.194 -0.081 0.408
O 19.453 9.541 30.448 -0.101 -0.038 0.114
O 21.259 15.938 30.995 -0.301 0.246 -0.178

Results
total energy: -101652.480 eV
total energy less fixed offsets of O -438.35, Si -107.03 eV per atom: 0.720 eV
